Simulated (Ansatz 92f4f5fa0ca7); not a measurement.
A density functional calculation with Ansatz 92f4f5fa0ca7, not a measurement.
Periodic cell of 240 atoms, Si148O92, from a study of silicon, its oxide and their interface. The atomic structure is a simulated model.
Doubt: the cutoff is far below the 930 eV that the study's wrapper takes by default for these files, so forces and energies are approximate.

Settings
functional: PBE
potential files: Ansatz PAW
basis: plane waves
wave-function cutoff: 580 eV
density cutoff ratio: 5
exchange-correlation grid ratio: 1
k mesh: 1 x 1 x 1, Gamma-centred
self-consistency stop: 5e-08 eV per atom in the density residual
occupations: fixed
spin: none
net charge: 0

Cell vectors (angstrom)
a 11.6015 0 0
b 0 10.938 0
c 0 0 32.3923

Atoms and the computed forces on them: element, x, y, z (angstrom), force x, y, z (eV/angstrom)
Si -0.1372 0.2646 23.6594 -0.1497 0.2183 -0.0221
Si 3.3126 -0.1955 23.6408 0.2201 0.0651 0.062
Si 7.87 -0.3584 23.7462 -0.0604 0.1304 -0.1066
Si 1.7628 1.483 23.4128 -0.1208 -0.14 0.0799
Si 5.1552 1.2424 23.6543 0.0616 -0.1617 -0.0157
Si 8.9651 1.7336 23.7542 -0.0181 -0.0782 0.1183
Si 0.5067 5.7446 23.6696 -0.0391 -0.0478 0.0185
Si 4.2259 5.3998 23.8309 0.0399 0.0343 -0.0145
Si 8.2129 5.6698 23.8506 0.022 0.014 0.0056
Si 2.4849 6.9431 24.0041 0.0443 0.0009 -0.0312
Si 6.1561 6.799 23.6974 0.0015 -0.0183 -0.0354
Si 10.1483 7.0134 23.8148 -0.0056 -0.0036 0.0103
Si 1.8679 2.7667 25.4741 0.0228 -0.0433 -0.0351
Si 5.7219 2.6703 25.5915 -0.0417 -0.0081 -0.0752
Si 9.5058 2.9099 25.7379 -0.0166 -0.0399 -0.0463
Si -0.0237 4.1522 25.4775 -0.0496 0.0418 -0.0537
Si 3.8574 4.0533 25.7085 -0.0206 -0.0038 -0.036
Si 7.6168 4.2166 25.6713 0.0313 -0.0099 -0.043
Si 1.9426 8.3368 25.7961 0.0045 -0.0426 -0.0008
Si 5.8066 8.2152 25.6085 0.0126 -0.0631 -0.0297
Si 9.8285 8.271 25.7642 0.0173 -0.0016 -0.0602
Si 0.0194 9.7691 25.6433 0.0004 -0.0431 0.0266
Si 3.851 9.6272 25.6822 -0.0224 0.071 -0.0504
Si 7.8142 9.4462 25.7607 -0.0346 -0.0206 0.0196
Si 0.0523 0.0918 27.6049 -0.0012 -0.027 -0.0245
Si 3.9026 0.0592 27.5768 0.0523 -0.0137 -0.0017
Si 7.7791 0.0062 27.5775 0.0278 0.0082 -0.0395
Si 1.976 1.43 27.4891 -0.0213 0.0254 0.0021
Si 5.8549 1.3691 27.5548 -0.0076 0.0149 0.0333
Si 9.6871 1.3983 27.5583 0.0058 0.0601 -0.0024
Si -0.0104 5.4231 27.5163 0.0297 -0.0535 -0.0018
Si 3.8341 5.4906 27.5799 -0.0294 -0.0332 0.0238
Si 7.6694 5.5421 27.5941 0.0094 -0.0102 0.0238
Si 1.8824 6.8174 27.5955 0.0346 0.0342 -0.0009
Si 5.743 6.8734 27.562 -0.0155 0.0423 0.0016
Si 9.6918 6.7946 27.5867 -0.0463 0.0489 0.0047
Si 1.9336 2.7345 29.4931 0.0798 0.1355 -0.2322
Si 5.8008 2.7345 29.4931 0.1169 0.0922 -0.0824
Si 9.6679 2.7345 29.4931 0.023 0.1065 0.0865
Si 0 4.1018 29.4931 0.0267 -0.1368 -0.1582
Si 3.8672 4.1018 29.4931 -0.0917 0.0129 0.1142
Si 7.7343 4.1018 29.4931 -0.0714 0.0956 0.0261
Si 1.9336 8.2035 29.4931 -0.0635 0.0079 0.1472
Si 5.8008 8.2035 29.4931 -0.1583 0.1927 0.035
Si 9.6679 8.2035 29.4931 -0.0041 -0.0118 0.0283
Si 0 9.5708 29.4931 0.0513 0.0973 -0.0319
Si 3.8672 9.5708 29.4931 0.0261 0.103 -0.0322
Si 7.7343 9.5708 29.4931 0.0581 -0.0259 0.0829
Si 0 0 31.4267 0.0121 0.0795 0.0299
Si 3.8672 0 31.4267 -0.0545 0.0447 0.0005
Si 7.7343 0 31.4267 0.0106 0.0106 0.0244
Si 1.9336 1.3673 31.4267 0.0296 -0.0825 -0.0706
Si 5.8008 1.3673 31.4267 -0.0056 -0.0948 0.0127
Si 9.6679 1.3673 31.4267 -0.0354 -0.0481 0.0288
Si 0 5.469 31.4267 -0.0048 0.0747 -0.0685
Si 3.8672 5.469 31.4267 0.0261 0.05 -0.0188
Si 7.7343 5.469 31.4267 0.0021 0.0627 -0.0152
Si 1.9336 6.8362 31.4267 -0.0047 0.0083 0.0334
Si 5.8008 6.8362 31.4267 0.0049 -0.0285 0.022
Si 9.6679 6.8362 31.4267 0.0047 -0.0633 0.0579
Si 1.9336 2.7345 0.9679 -0.0988 -0.016 -0.1951
Si 5.8008 2.7345 0.9679 0.003 -0.0456 0.2049
Si 9.6679 2.7345 0.9679 -0.0304 -0.1141 0.1981
Si 0 4.1018 0.9679 0.0042 -0.0987 -0.1623
Si 3.8672 4.1018 0.9679 0.0095 -0.1067 0.0693
Si 7.7343 4.1018 0.9679 0.0276 -0.036 0.0944
Si 1.9336 8.2035 0.9679 0.0583 -0.0736 0.0516
Si 5.8008 8.2035 0.9679 0.0164 0.0402 -0.1972
Si 9.6679 8.2035 0.9679 -0.0029 -0.0868 0.2668
Si 0 9.5708 0.9679 -0.0954 -0.0173 0.3602
Si 3.8672 9.5708 0.9679 0.0401 -0.1225 -0.0498
Si 7.7343 9.5708 0.9679 -0.0311 -0.0501 -0.0223
Si -0.0398 -0.0458 2.9786 -0.0045 -0.0176 -0.0016
Si 3.8507 0.0006 2.8847 0.0025 -0.0204 -0.0113
Si 7.7137 -0.0245 2.9097 -0.0138 -0.0382 0.012
Si 1.9118 1.3096 2.8465 -0.0252 0.0127 -0.0101
Si 5.7849 1.3436 2.9274 0.0146 0.0152 -0.0212
Si 9.6366 1.3472 2.9303 0.009 0.0031 -0.0141
Si 0.0029 5.4643 2.8749 0.0054 -0.0212 0.0097
Si 3.8929 5.4498 2.9109 -0.0275 -0.0242 -0.0024
Si 7.7271 5.4546 2.9234 0.0304 -0.0185 0.0097
Si 1.9442 6.8015 2.8936 0.0016 0.0392 0.011
Si 5.8025 6.8025 2.8547 -0.0061 0.0555 0.0017
Si 9.6722 6.8201 2.9441 0.0125 0.0232 -0.0212
Si 2.0047 2.7104 4.6994 -0.0084 -0.0262 0.02
Si 5.8192 2.6112 4.937 -0.0023 -0.0256 0.0377
Si 9.6291 2.7498 4.8437 0.0417 0.0413 0.012
Si 0.009 4.0057 4.7172 0.0024 0.009 0.0028
Si 3.918 4.0709 4.8476 0.0262 0.0502 0.0582
Si 7.6654 4.0674 4.8553 -0.0068 0.0024 0.0265
Si 1.8971 8.181 4.8096 -0.0261 -0.0188 0.0308
Si 5.7063 8.1797 4.7429 -0.0059 -0.0763 0.0197
Si 9.6276 8.0822 4.9628 -0.0163 -0.0167 0.0566
Si -0.0227 9.5385 4.9879 -0.0173 0.0093 -0.0192
Si 3.8191 9.5498 4.7869 -0.0271 0.0236 0.028
Si 7.7217 9.4511 4.7837 0.0402 0.0728 0.0188
Si 0.5542 -0.0462 6.9381 -0.0367 -0.0437 0.0529
Si 4.0252 -0.1373 6.7843 0.0011 0.0196 -0.018
Si 8.017 -0.2043 6.7349 -0.0358 0.0053 -0.013
Si 2.2868 1.4443 6.6571 0.0266 0.0186 -0.0267
Si 6.009 1.0577 6.8333 0.0625 -0.0099 -0.0228
Si 9.5118 1.5899 6.8991 -0.0129 -0.0794 -0.0603
Si 0.1291 5.1457 6.7415 -0.0637 0.1122 0.0047
Si 3.6229 5.3319 6.872 0.0217 0.0805 -0.0642
Si 7.286 5.4153 6.7665 0.0215 0.0617 -0.0324
Si 1.7858 6.7656 6.6999 0.0468 0.0053 0.0606
Si 5.5226 6.8905 6.717 -0.0587 -0.0659 -0.0167
Si 9.1234 6.8149 7.0053 0.09 0.0242 0.0297
O 6.8662 4.5967 8.1586 -0.0115 -0.0052 0.076
O 5.8787 8.0335 7.9037 -0.0128 0.0601 0.0126
O 1.0741 10.0813 8.2823 0.0246 -0.0255 -0.0201
O 6.0108 1.6797 8.3957 0.0026 -0.0095 0.0179
O 1.6561 7.5108 8.1878 -0.1086 0.0939 0.0013
O 10.3522 5.7605 7.3827 -0.0107 -0.0571 -0.0388
O 12.1932 4.0023 7.8404 -0.0042 -0.0341 -0.0044
O 8.5116 9.8049 8.0438 0.0372 -0.0611 0.0169
O 3.9645 9.8557 8.1886 0.043 -0.0371 0.0068
O -0.7055 0.8812 7.4171 0.0008 0.0329 -0.0192
O 3.234 4.2394 8.1261 -0.0823 -0.1188 0.0418
O 9.1146 2.6132 8.134 -0.0045 0.0571 0.0683
O 5.0492 2.0988 22.2707 -0.0124 0.0327 0.0328
O 6.3222 11.0664 23.5324 0.1376 -0.0673 0.0342
O 6.2205 7.6231 22.2517 0.0614 0.058 -0.0111
O 2.989 7.7594 22.6199 -0.0085 0.0344 0.0484
O 10.2432 7.7807 22.3306 0.0105 -0.0351 0.0431
O -0.9061 10.3814 22.468 -0.0367 -0.1427 -0.0188
O 8.6589 4.9815 22.3813 -0.0762 -0.0872 -0.0683
O 8.139 2.4269 22.5033 -0.0565 0.0336 -0.0273
O 8.0609 9.5934 22.4285 -0.0863 -0.0447 -0.0032
O 1.5218 4.0515 19.9827 0.0001 -0.0072 -0.001
O 1.6305 2.1069 21.8497 0.0092 0.0831 -0.1324
O 0.8542 5.4075 22.0597 0.0237 0.0084 -0.1015
Si 4.911 3.5259 21.5288 -0.0156 0.0481 0.0331
Si 1.0035 8.1744 12.1073 0.0329 0.0014 0.0084
Si 7.25 2.4199 13.8685 -0.0181 -0.0012 0.0081
Si -0.6304 9.0388 21.5968 0.0013 0.0387 -0.0182
Si 6.433 0.865 9.7658 -0.0049 0.0058 0.014
Si 0.1519 0.1384 13.0141 0.0142 -0.0061 0.0114
Si 3.8163 6.6088 18.853 0.0032 0.0074 -0.0294
Si 4.7105 9.3049 19.7934 0.0097 0.0469 -0.0198
Si -1.7001 3.6595 14.5939 -0.0008 0.0025 -0.0067
Si 8.9862 2.594 9.7744 -0.0066 -0.0113 0.0354
Si 5.6199 7.1734 11.2095 0.0024 -0.0062 0.0464
Si 2.1517 1.8394 17.6699 0.0126 -0.0118 -0.0006
Si -2.2847 2.0991 17.2679 0.0015 -0.0025 -0.0092
Si 0.4573 2.3762 10.8944 0.0061 -0.007 0.0159
Si 8.2726 8.2266 11.878 -0.0091 -0.0045 0.0031
Si 10.3968 6.6532 13.4817 -0.0076 0.0283 0.0062
Si 5.1829 9.0743 8.9689 -0.0078 -0.0018 -0.0135
Si 0.0176 -3.0669 16.0538 0.004 -0.0178 -0.0005
Si 0.7742 8.6349 8.9742 -0.0361 -0.0797 0.0409
Si -0.7538 6.173 18.4684 0.0065 0.0083 -0.0299
Si -1.6828 3.2211 19.2229 0.0408 0.0214 0.0478
Si 2.5818 9.1959 21.9428 -0.0772 -0.0341 0.0363
Si 1.9471 3.1555 8.2265 0.0654 0.0259 0.0199
Si 4.2763 -0.3258 17.0091 -0.0196 0.0381 0.0465
Si 6.3349 1.9553 16.6905 -0.0195 0.0034 -0.0213
Si 7.0159 8.8041 21.4491 0.007 0.011 0.07
Si 7.9544 3.7591 21.571 -0.0018 0.0951 0.0538
Si 9.1416 8.4425 8.7266 0.0944 -0.0157 -0.0646
Si 5.1576 2.7584 11.5452 -0.0044 -0.0023 0.0244
Si 8.8105 10.6856 13.8118 -0.0013 -0.0266 0.0072
Si 4.4483 3.6492 18.5068 -0.0311 0.0015 -0.0256
Si 3.1291 7.8887 16.0211 -0.0043 -0.0129 0.0036
Si 1.3649 5.5797 20.5118 -0.0142 -0.0139 0.0282
Si 9.6859 10.1284 16.7396 -0.0128 -0.0256 -0.0108
Si 13.9823 3.6855 12.8284 0.021 0.0005 0.0521
Si 3.3833 6.6415 13.2694 -0.001 0.001 0.0109
Si -4.7921 4.6243 9.7868 -0.0123 0.0272 -0.0093
Si 1.0128 2.1309 14.9078 0.0303 -0.0138 0.0221
Si 1.0325 2.55 20.3815 -0.0176 -0.0187 0.0397
Si 9.13 8.5476 19.2221 0.0232 0.0122 -0.0108
O 7.7835 1.5053 17.2761 -0.0041 0.0036 0.004
O 7.8551 -2.6888 20.1778 -0.0002 -0.008 -0.0041
O 3.2526 -1.4256 20.4943 0.055 -0.011 -0.0177
O 4.6763 6.4311 12.2991 -0.0058 0.0014 -0.0212
O 6.6674 8.0742 12.0533 0.0119 0.007 -0.0277
O -1.3471 5.1883 14.169 -0.0013 -0.0182 -0.0033
O -0.6103 2.5504 20.296 -0.0402 0.0451 -0.0497
O 4.8778 7.7293 19.3839 -0.015 -0.0141 0.0144
O 8.6417 8.2834 10.2818 0.0026 0.0143 0.0331
O -8.4598 3.1343 17.6902 0.0214 0.0058 0.0222
O 2.4824 7.8748 12.7103 -0.0304 0.0107 -0.0353
O 12.597 8.9906 21.5852 0.0926 -0.0247 -0.0144
O -2.0827 7.0902 18.6128 0.0019 -0.0123 0.0062
O 2.8729 11.4142 17.1729 0.0928 -0.0437 0.0125
O 2.7668 6.3129 20.0788 0.0174 0.0076 0.0002
O 4.6296 5.2598 18.4451 -0.0063 -0.0049 0.0121
O 10.3655 9.1893 20.0974 -0.025 -0.0202 -0.0406
O 5.3682 1.2457 10.9518 0.0035 0.0147 -0.0301
O 4.2972 3.2025 20.0698 0.0013 0.004 -0.0575
O 10.7715 8.4644 8.8285 0.0406 0.0062 -0.0065
O 1.1905 8.5091 10.531 -0.0386 0.0005 -0.0976
O 11.6296 -4.0538 12.4112 -0.0089 -0.0058 -0.022
O -0.9196 7.6421 14.7458 -0.0022 -0.005 -0.0055
O 0.2343 6.4591 19.7314 -0.0139 -0.0027 0.0022
O 3.989 9.2828 16.1092 0.0029 0.0207 0.0091
O 6.554 2.7713 15.3015 0.0061 -0.0032 -0.0048
O 8.6496 3.2267 13.6469 0.0092 0.0029 -0.0131
O 4.8399 -0.7042 18.4848 -0.0494 0.0158 -0.0653
O 7.9853 12.2508 10.1656 -0.0128 0.0055 -0.0334
O 5.8646 9.7846 20.8373 -0.042 -0.0308 -0.035
O -10.0477 1.5759 19.1706 0.0167 -0.0047 -0.0359
O 1.5439 2.4646 9.6607 -0.0323 0.0008 0.0053
O 1.0025 3.5154 11.9475 -0.0028 0.0017 -0.0245
O 11.5583 6.5653 17.0489 0.0001 0.0159 -0.0047
O 10.1855 11.6758 16.9519 0.0079 -0.0031 0.0066
O 8.2369 3.9695 10.2834 -0.0133 0.0078 -0.0535
O -1.0162 1.6651 23.4771 0.0213 0.1445 -0.0118
O -1.1162 4.5952 18.5302 -0.0068 -0.0207 0.0243
O -1.1226 13.498 10.4579 0.0303 -0.0012 -0.0299
O 13.1665 -2.7942 15.6335 -0.007 -0.0001 0.0041
O 0.3609 9.4866 12.8156 0.0072 0.0118 -0.0261
O -2.5728 -3.9293 12.6666 0.0236 -0.0127 -0.0074
O 6.2536 10.1892 9.5279 0.0057 0.016 -0.0156
O 6.3932 4.1789 21.3903 0.0592 -0.0305 0.0132
O 8.8727 10.025 15.3171 0.0011 0.003 -0.0106
O 3.1162 7.1532 17.481 0.0051 0.0073 0.001
O 1.0284 2.1813 16.5366 -0.0122 -0.0014 -0.0212
O -0.3356 2.8327 14.3525 -0.0114 0.0002 -0.0093
O 5.536 3.7802 10.3383 0.0182 0.0067 -0.0297
O 3.6355 3.0366 12.0132 -0.0096 0.0142 -0.0147
O -1.3902 11.4091 13.4226 0.0007 0.003 -0.0156
O 5.4013 0.6551 16.3518 -0.0333 -0.0244 0.0367
O 5.7346 13.8874 17.824 0.0111 -0.014 0.0031
O 2.5539 5.2554 13.1769 -0.0034 -0.0332 -0.0249
O 4.7128 8.1345 10.2268 0.0037 -0.0141 -0.0094
O -2.1337 3.3036 16.1407 -0.0022 0.0035 -0.004
O -0.5583 -1.7191 16.759 -0.0021 0.0103 -0.0012
O -7.8108 -3.9612 14.8251 0.0038 0.0014 -0.0015
O 13.8879 13.8701 14.2784 -0.0144 0.0054 -0.0314
O 1.0623 0.6135 14.2916 -0.0069 0.0297 -0.0114
O 8.6146 -1.3323 12.6335 0.0098 0.03 0.0005
O 7.5782 11.758 13.7709 0.0072 0.005 -0.0085
O 6.5488 6.135 10.3437 -0.0134 -0.0454 -0.0347
O 6.1958 2.9527 12.7701 0.0183 0.0016 -0.0101
O 0.5622 0.915 11.6301 -0.004 0.0033 -0.0054
O 3.9678 4.5421 22.4003 0.0461 -0.0351 0.015
O 8.5767 3.5539 20.098 0.044 -0.0066 -0.0402
O 8.7722 9.5787 17.9969 0.0023 0.0103 -0.0135

Results
free energy: -146402.060 eV
free energy less fixed offsets of O -568.88, Si -635.61 eV per atom: 5.180 eV

The program warned: the cutoff lies below the one the program advises for these potential files; the exchange-correlation potential is rough where the density is thin.
